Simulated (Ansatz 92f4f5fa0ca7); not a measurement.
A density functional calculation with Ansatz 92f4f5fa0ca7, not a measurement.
Periodic cell of 254 atoms, Si144O106N4, from a study of silicon, its oxide and their interface. The atomic structure is a simulated model.
This geometry differs little from another in the collection (a relaxation step or a small displacement).

Settings
functional: r2SCAN
potential files: Ansatz PAW
basis: plane waves
wave-function cutoff: 800 eV
density cutoff ratio: 5
exchange-correlation grid ratio: 1
k mesh: 1 x 1 x 1, shifted by 0.5 0.5 0 of a step
self-consistency stop: 1e-10 eV per atom in the density residual
occupations: fixed
spin: none
net charge: 0

Cell vectors (angstrom)
a	10.887	0	0
b	0	10.887	0
c	0	0	35.7743

Atoms and the computed forces on them: element, x, y, z (angstrom), force x, y, z (eV/angstrom)
Si	-0.5497	0.3386	0.0182	0.0022	-0.0004	-0.0023
Si	2.8389	2.6073	0.3082	-0.0004	0.0005	-0.0001
Si	0.7462	4.9268	-0.1682	0.0006	0.001	-0.0021
Si	3.2337	8.1505	-0.299	0.0007	0.0008	-0.0035
Si	5.2274	0.5424	0.0991	0.0006	0.0024	-0.0046
Si	8.3241	2.6679	0.4536	0.0008	-0.0006	-0.0028
Si	6.0929	4.8154	0.2388	0.0011	0.0012	-0.0033
Si	8.0699	7.8483	0.0738	0.0033	-0.0013	-0.0042
Si	1.2861	1.2249	1.3648	0.0004	-0.0008	0.0009
Si	4.2756	3.9746	1.5095	0.0005	0.0007	-0.0012
Si	1.7414	6.7107	1.0666	0.0016	0.0022	0.0004
Si	4.2792	9.5617	1.2563	0.0015	0.0011	0.0017
Si	6.8132	1.3803	1.6322	0.0039	0.0018	0.0013
Si	9.8842	4.0948	1.3741	0.002	0.0029	-0.001
Si	6.9663	6.54	1.6103	0.0006	-0.0001	-0.0003
Si	9.3494	9.4938	1.2744	0.0018	0.0002	-0.0013
Si	0.1173	2.6567	2.8174	0.001	0.0013	0
Si	2.7562	-0.1179	2.6548	0	0.0007	-0.0003
Si	0.1181	8.0969	2.4324	0.0011	0.0007	-0.0012
Si	2.8805	5.445	2.7064	0.0003	0.0025	0.0004
Si	5.518	2.7019	2.9909	-0.0002	0.0014	0.0017
Si	8.138	-0.1046	2.8267	0.0006	0.0008	-0.0012
Si	5.5409	8.1153	2.7052	0.0006	0.0006	0.0001
Si	8.4599	5.3295	2.8542	0.001	0.0015	0.0002
Si	1.4794	4.0805	4.0903	0.0005	0.0006	0.0007
Si	4.0649	1.277	4.1207	0.0004	0.0025	0.0009
Si	1.3758	9.4316	3.9791	0	0.0018	0.0002
Si	4.1433	6.8258	4.0969	0.0001	0.0014	0.0005
Si	6.9546	4.0735	4.1997	0.0007	0.0009	0.0011
Si	9.5351	1.325	4.1045	0.0008	0.0002	0.0006
Si	6.8169	9.448	4.1658	0.0001	0.0012	-0.001
Si	9.7273	6.833	4.0526	0.0015	0.0008	0.0002
Si	0.0344	-0.0583	5.381	0.0007	0.0002	0.0001
Si	2.769	2.7002	5.4684	-0.0005	0.0001	0.0006
Si	0.1004	5.4431	5.4617	0.0009	0.0018	0.0005
Si	2.7213	8.1455	5.4388	0.0009	0.0013	0.0002
Si	5.4321	-0.0516	5.4915	0.0011	0.0008	-0.001
Si	8.2115	2.6651	5.5383	0.0006	0.0008	0.0015
Si	5.529	5.4726	5.448	-0.0001	0	0.0007
Si	8.2662	8.1314	5.4273	0.0012	-0.0007	0.0002
Si	1.3416	1.3459	6.7583	0.0003	0.0017	0.0001
Si	4.1375	4.0948	6.7872	-0.0004	0.0025	0.0003
Si	1.3956	6.8127	6.8549	0.0007	0.0025	0.0002
Si	4.0398	9.5229	6.8345	0.0003	0.0021	-0.0003
Si	6.7775	1.3478	6.8531	0.0006	0.0015	-0.0001
Si	9.5564	4.1047	6.8173	0.001	0.0013	-0.0007
Si	6.8545	6.8397	6.7969	-0.0002	0.0003	0
Si	9.5484	9.5349	6.7931	0.0007	0.0028	-0.0005
Si	0.0042	2.7077	8.1385	0.0008	0.0015	0
Si	2.6672	0.0279	8.1671	0.0002	0.0006	-0.0002
Si	-0.0107	8.1962	8.1837	0.0005	0.0001	0.0002
Si	2.772	5.4397	8.1662	0	0.0018	0.0003
Si	5.4217	2.7469	8.2046	0.0002	0.001	0.0011
Si	8.1623	-0.0082	8.162	0.0006	0.002	0.0001
Si	5.4477	8.1743	8.1466	0.0001	0.0018	0.0001
Si	8.1582	5.4781	8.1609	0.0006	-0.0001	-0.0002
Si	1.3726	4.0672	9.474	0.0011	0.0013	0.0002
Si	3.9761	1.4209	9.5361	0	0.0009	0.0001
Si	1.2973	9.5972	9.5584	0.0004	0.0017	-0.0001
Si	4.0876	6.8428	9.5293	0.0006	0.0003	0.0001
Si	6.7456	4.1843	9.5264	-0.0005	0.0028	0.0003
Si	9.4835	1.4002	9.5054	0.0013	-0.0005	0.0002
Si	6.7596	9.5593	9.5089	0.0008	0	-0.0007
Si	9.4897	6.8469	9.529	0.0002	0.0002	0.0001
Si	-0.0642	0.0996	10.9408	0.0008	0.0024	-0.0001
Si	2.6303	2.7725	10.9732	0.0002	0.0002	-0.0003
Si	0.0081	5.4388	10.7762	0.0011	0.0012	-0.0012
Si	2.68	8.2051	10.8441	0.0009	-0.0008	-0.0002
Si	5.339	0.0324	10.8155	-0.0003	0.0003	0.0005
Si	8.1234	2.823	10.7979	0.0008	0.0023	0.0001
Si	5.3754	5.5107	10.9715	0.001	0.0009	-0.0004
Si	8.0927	8.2096	10.8892	-0.0003	0.0001	0
Si	1.212	1.4973	12.3973	0.0003	0.0001	-0.0007
Si	3.9181	4.2045	12.3453	0	0.0006	0.0005
Si	1.3325	6.7815	12.1431	0.0006	0.0002	0.0011
Si	3.9649	9.596	12.2226	0.0001	0.0006	-0.0007
Si	6.6297	1.5374	12.0336	0.0004	0.0022	0.0001
Si	9.537	4.1356	12.1481	0.0007	-0.0005	-0.0002
Si	6.7418	6.899	12.3157	-0.0007	0.0014	-0.0005
Si	9.4252	9.6019	12.2272	0.0007	0.001	0.0005
Si	-0.164	2.93	13.801	0.0002	0.0013	0.0001
Si	2.5897	0.0606	13.6448	-0.0003	-0.001	-0.0003
Si	-0.0487	8.1178	13.4249	0.0005	-0.0006	-0.0013
Si	2.5221	5.535	13.788	-0.0009	0.0011	0.0007
Si	5.3148	2.814	13.5644	0.0003	0.0018	0.0011
Si	7.9566	0.2038	13.3394	0.0004	0.0002	0.0001
Si	5.2745	8.2292	13.6508	0.0001	-0.0002	0.0001
Si	8.2329	5.4985	13.4941	0.0005	-0.0002	0.0008
Si	0.8994	4.5697	15.3282	-0.0004	0.002	0.003
Si	4.1206	1.2995	14.9391	0.0012	0.0008	0.0044
Si	1.4553	9.2211	14.7873	-0.0017	-0.002	0.0044
Si	3.7096	7.1065	15.0823	-0.0017	-0.0007	0.0042
Si	6.9708	3.9965	14.7138	-0.0004	0.0025	0.0032
Si	8.9724	1.702	14.8184	0.001	0.0012	0.0058
Si	6.3296	10.0613	14.6241	0.0001	0.0017	0.0069
Si	9.702	6.7044	14.9213	0.001	0.0005	0.0057
Si	-5.4757	-4.1509	23.5753	-0.0003	-0.0002	0.0011
Si	-3.7339	2.1354	20.1206	-0.0002	-0.0005	0.0036
Si	2.4113	5.3478	26.1704	-0.0006	-0.002	-0.0024
Si	-20.8452	10.5895	31.0391	0.0001	-0.0013	-0.0055
Si	-0.4436	-26.3938	17.7809	-0.0002	-0.0013	0.0058
Si	7.8585	-11.6944	20.6903	-0.0013	-0.0005	0.0019
Si	-10.9523	21.9667	16.6231	-0.0009	0.0011	0.0072
Si	-21.2717	-20.3727	22.3487	0.0006	0.0005	0.0055
Si	2.043	2.244	16.9476	-0.0014	-0.0001	0.0061
Si	-3.1185	19.3719	16.7447	0.0004	-0.0006	0.0055
Si	-12.0935	1.0131	24.7528	-0.0001	-0.0011	0.0008
Si	-3.348	7.2978	21.265	-0.0009	0.0001	0.0026
Si	7.4282	6.3518	25.936	0.0006	-0.0019	-0.0024
Si	-17.088	3.7909	30.0463	-0.0003	-0.0019	-0.0055
Si	25.6827	-15.0757	30.3425	0.0002	-0.0026	-0.0047
Si	16.7248	-26.6119	16.9332	0.0013	-0.0009	0.0068
Si	-4.2707	11.0917	33.0732	0.0013	-0.0002	-0.0061
Si	-3.566	10.72	23.8313	-0.0007	0.0024	0.0012
Si	21.5187	29.2544	21.9725	-0.0058	0.0002	0.0032
Si	4.6649	-8.438	21.6271	0.0003	-0.0026	0.0027
Si	3.3594	0.9549	29.8466	-0.0001	0.0001	-0.004
Si	-3.1874	5.792	31.9313	0.0014	-0.002	-0.013
Si	-5.8004	20.3747	30.9381	-0.0006	0	-0.0052
Si	-2.0664	-10.4038	31.2628	0.0012	-0.0013	-0.0058
Si	5.8102	-3.8376	34.0135	0.0021	0	-0.0056
Si	0.0007	17.2176	27.5462	-0.0004	-0.002	-0.0029
Si	24.9128	10.7286	22.6438	-0.0004	-0.0004	0.0024
Si	-2.3584	9.419	26.2703	-0.0003	-0.0023	-0.0018
Si	11.5689	7.4047	24.9276	0.0009	-0.0032	0.0011
Si	1.6657	-2.7241	29.399	0.0002	-0.0032	-0.0049
Si	-3.3712	-1.4067	29.0381	0.0008	-0.0007	-0.0051
Si	-3.7021	-19.036	22.9519	-0.0011	-0.0015	0.0019
Si	-11.6667	6.7334	33.7224	0.0001	0.0009	-0.0042
Si	22.2716	10.0796	26.1238	-0.001	-0.0018	-0.0021
Si	-11.9567	9.3512	18.7282	0.0005	-0.0009	0.0067
Si	9.1232	14.8916	24.7728	-0.0001	-0.0021	0
Si	-14.1029	-5.8651	19.0481	0.0002	-0.0014	0.0052
Si	0.9089	-1.471	33.7304	0.001	0.0016	-0.0061
Si	3.2221	20.9198	27.5957	-0.0011	-0.0017	-0.0038
Si	-5.7785	5.6523	27.8232	-0.0003	0.0001	-0.0031
Si	-8.9373	9.1362	20.7502	0.0017	-0.0008	0.0039
Si	-9.358	6.4096	19.8925	-0.0006	-0.0005	0.0043
Si	8.0121	28.184	28.8112	0.0012	-0.0019	-0.0042
Si	-7.6853	5.0392	21.9439	-0.0001	-0.0008	0.002
Si	-3.7745	2.8387	31.728	-0.0004	0.0002	-0.006
Si	15.4943	20.3061	24.866	-0.0001	-0.0016	-0.0012
Si	-9.9726	-10.1274	19.3841	0.0007	-0.0008	0.0067
Si	12.1148	4.0501	23.884	-0.0007	-0.0008	0.0008
O	-10.9336	-0.3578	34.4095	0.0019	0.0003	0.0045
N	-0.1349	10.7693	18.3017	0.0009	0	-0.0044
O	3.9837	1.5623	35.3874	0.0006	0.0008	0.0006
O	-9.8421	1.263	16.1453	0.001	0.0003	-0.0044
O	-41.8079	10.3503	27.0738	0.0009	-0.0001	0.0022
O	-4.5612	12.6524	32.6732	0	-0.0014	0.0009
O	-15.7717	9.4358	29.6017	-0.0016	-0.0001	0.0031
O	0.375	9.6908	15.9325	0.0008	0	-0.0023
O	-7.3198	-0.4699	24.1559	-0.0013	-0.0017	0
O	5.8833	20.7688	32.2832	0.0003	-0.0006	0.0027
O	7.212	3.6937	35.5123	0.0006	0.0019	0.0018
O	9.2565	1.5423	35.3914	-0.0007	0.0011	-0.0004
O	0.6489	7.5633	28.3344	0.0005	0.0002	0.0015
O	12.9667	17.541	25.2516	-0.0002	-0.0022	0.001
N	-4.0933	6.0786	27.5389	-0.0013	0.0004	0.002
O	-10.6088	12.363	20.7237	0.0003	-0.001	-0.0028
O	-35.9193	-11.4496	22.2869	0.0001	-0.0007	-0.003
O	15.8561	15.08	28.5115	-0.001	-0.0029	0.0023
O	-7.1583	0.5111	28.3193	0.0003	-0.0023	0.0019
N	-11.0462	5.8175	16.0585	0.0003	0.0001	-0.0028
O	-12.3513	11.6776	16.1027	0.0001	0.0028	-0.0032
N	-13.1633	10.5295	24.9357	-0.0006	-0.0017	-0.001
O	6.1474	10.9651	34.6029	-0.0026	0.0002	0.0062
O	9.0279	-3.3355	21.8568	-0.0037	-0.0012	-0.0009
O	10.9393	-3.7868	23.4964	-0.0008	-0.0022	-0.0015
O	-3.2404	-5.0791	30.2885	0.0001	-0.001	0.002
O	-4.7921	20.8245	24.509	-0.0003	-0.0018	0.0011
O	-5.2464	-7.7594	22.7335	-0.0013	-0.0031	-0.0004
O	7.7278	-7.5076	19.2123	-0.0007	-0.0007	-0.0039
O	0.2906	-4.5305	20.9464	-0.0006	-0.0025	-0.0028
O	10.5473	-4.0041	26.0653	-0.0007	-0.0005	0.0008
O	-2.9732	2.8285	15.3981	0.0006	-0.001	-0.0015
O	1.2481	37.9237	27.3483	0.0005	-0.0016	0.0009
O	-3.021	-8.504	21.5439	-0.0018	-0.0012	-0.0028
O	2.5811	8.2399	15.4955	0.0001	0.0022	-0.0018
O	7.5498	20.821	27.4773	-0.0014	-0.0017	0.0018
O	-1.4825	-1.1439	20.2595	0.001	-0.0016	-0.0041
O	3.6873	-8.3707	30.1134	-0.0006	-0.002	0.0005
O	8.3713	12.9242	31.0888	-0.0002	-0.0013	0.0022
O	6.0923	-7.6193	30.5824	0.0021	0.0002	0.0028
O	3.5256	1.9304	16.3548	0.001	-0.0003	-0.0032
O	1.6345	3.7634	16.5642	-0.0005	0.0006	-0.0033
O	-9.9641	-1.8901	25.0041	-0.0009	-0.0021	-0.0004
O	-5.3512	-8.5861	20.2621	0.0022	-0.0032	-0.0018
O	9.1286	-4.5272	32.4815	0.0009	0.0004	0.0047
O	7.4261	-10.3505	19.8327	0.0004	-0.0008	-0.002
O	8.8982	7.6363	15.9856	0.0016	-0.0016	-0.0057
O	3.2061	9.3497	21.7659	-0.001	-0.0015	-0.0015
O	5.2409	0.1809	15.3185	0.0016	-0.0005	-0.0018
O	-19.6947	-2.9559	19.6878	-0.0023	-0.0019	-0.0024
O	8.3931	-1.6117	17.9857	-0.0023	-0.0009	-0.0056
O	1.758	12.7649	18.5154	0.0006	0.0009	-0.0036
O	-17.8154	5.5563	26.6455	0.0007	-0.0006	0.0012
O	-6.7833	-9.8945	22.0416	0.0001	0	-0.0025
O	-4.3828	-3.6737	22.4928	-0.0002	-0.0011	-0.0016
O	1.9317	-0.3641	19.926	-0.0019	0.0008	-0.0024
O	6.3628	5.0181	15.8183	0.0009	0.0001	-0.0035
O	8.0551	-17.8419	23.5603	-0.0008	-0.0009	-0.0001
O	4.3157	-4.4516	16.479	-0.0011	0.0007	-0.0046
O	-15.1993	7.4764	17.0656	-0.0004	0.0019	-0.0002
O	17.7402	8.0778	34.7483	0.0023	0.0007	0.0014
O	33.4327	9.2195	30.2082	0.0004	-0.0002	0.0031
O	12.6808	11.6606	30.2055	-0.0008	-0.0023	0.0014
O	1.1632	-8.1916	23.0372	-0.0007	-0.0023	-0.0009
O	4.4518	-2.8844	31.1692	-0.0001	-0.0009	0.0035
O	-1.6512	2.4761	25.3514	-0.0003	-0.0008	0.0002
O	-0.8388	-1.3681	26.8699	-0.0004	0.0002	0
O	-19.8839	5.1152	22.8738	0.0003	-0.0016	-0.0013
O	15.5046	6.7605	28.8919	-0.0008	-0.0023	0.0022
O	0.9096	5.7409	18.5472	-0.0017	-0.0024	-0.0043
O	2.1092	9.0573	34.732	0.0006	-0.0002	0.0007
O	25.9443	-5.7389	30.8468	0	-0.0008	0.0008
O	-4.6558	16.1938	18.3175	-0.0008	0.002	-0.0022
O	-25.4146	9.6879	15.8791	-0.0038	0.0035	-0.0058
O	-6.3513	-2.9494	24.2297	0.0002	-0.0018	-0.0003
O	-10.2945	8.821	21.6017	-0.0003	0.0001	-0.0016
O	-1.8628	5.5417	18.2517	-0.0004	-0.0001	-0.0032
O	-10.7124	11.5241	25.4872	-0.0007	-0.0006	-0.0004
O	-4.6303	6.1209	24.8304	0.0001	-0.0018	0
O	-2.3558	5.1646	25.7219	-0.0007	0	-0.0012
O	3.4738	-18.2726	21.5205	-0.0008	-0.0021	-0.0007
O	-0.4804	22.1674	31.3388	0.001	-0.0016	0.0014
O	-6.4767	5.7344	22.7777	-0.0008	-0.0011	-0.0006
O	19.2181	21.3827	29.9926	-0.0001	0.0002	0.0031
O	24.0758	-3.9407	30.2691	0.0009	-0.0017	0.0019
O	14.9802	10.7574	30.7968	0.0017	-0.0036	0.0021
O	1.5893	0.2598	22.6551	-0.0013	0.0015	-0.001
O	-19.5896	-17.7382	25.2148	0	-0.0003	0
O	0.0834	18.9493	33.3496	0.0005	0.0004	0.0049
O	-1.3938	16.7738	28.2819	-0.0005	-0.0062	0.0005
O	-9.0345	3.7204	35.269	0.0016	0.0011	-0.0009
O	-2.7039	10.8532	32.6789	-0.0015	-0.0005	0.0019
O	10.4221	-3.0325	18.3496	-0.0012	-0.0009	-0.0037
O	2.9592	8.8955	28.7254	-0.0017	-0.0025	0.0027
O	-3.3059	4.2356	32.4136	0.0002	-0.0004	0.0015
O	18.4537	-4.9832	20.4203	-0.0014	-0.0032	-0.0036
O	4.246	9.4952	26.4523	-0.0009	-0.0004	0.0017
O	4.3045	18.5475	34.2889	0.0009	0.0012	0.0028
O	-1.6483	-3.8604	35.0548	-0.0023	0.0017	0.0025
O	1.5768	21.0156	32.4471	-0.0005	-0.0015	0.0038
O	-3.7765	8.6385	20.4153	-0.0001	-0.0015	-0.0015
O	2.8339	-16.0805	20.514	-0.001	-0.0005	-0.0021
O	-4.4056	6.7138	32.5438	-0.0008	0.0011	0.0028
O	-2.7133	-2.8844	29.0689	-0.0005	-0.0013	0.0007
O	-0.8948	1.1441	23.1418	0.0007	-0.0011	-0.0007
O	-0.2797	26.2245	24.3109	0	0.0006	-0.0016
O	8.0313	7.8948	25.8477	-0.001	-0.001	0.0021
O	0.1786	5.4813	34.1535	0.0006	-0.0004	0.0033
O	7.0989	1.4319	23.8848	-0.0006	0.0007	-0.0004
O	5.6774	16.4486	34.6363	0.0011	-0.0005	0.0014

Results
free energy: -154108.780 eV
free energy less fixed offsets of N -386.36, O -570.45, Si -639.56 eV per atom: 1.000 eV

The program warned: the cutoff lies below the one the program advises for these potential files; the forces do not sum to zero within the program's tolerance; empty levels may hold ghost states of the PAW files; the exchange-correlation potential is rough where the density is thin.
